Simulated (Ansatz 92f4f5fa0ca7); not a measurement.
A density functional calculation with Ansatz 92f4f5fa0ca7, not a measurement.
Periodic cell of 189 atoms, Si117O72, from a study of silicon, its oxide and their interface. The atomic structure is a simulated model.

Settings
functional: PBE
potential files: Ansatz PAW
basis: plane waves
wave-function cutoff: 700 eV
density cutoff ratio: 5
exchange-correlation grid ratio: 2
k mesh: 2 x 2 x 1, shifted by 0.5 0.5 0.5 of a step
self-consistency stop: 5e-08 eV per atom in the density residual
occupations: Fermi-Dirac, 0.05 eV
spin: none
net charge: 0

Cell vectors (angstrom)
a	11.5983	0	0
b	0	11.5983	0
c	1.5745	1.4938	24.847

Atoms and the computed forces on them: element, x, y, z (angstrom), force x, y, z (eV/angstrom)
Si	-2.4467	-1.064	-0.1972	-0.0349	-0.0646	0.2018
Si	-2.8121	3.7965	-0.3953	-0.7263	-0.6883	0.4186
Si	-2.0594	7.435	-0.5069	0.2992	0.4819	-0.1245
Si	1.7831	-0.2665	-0.368	0.273	0.0814	0.2619
Si	1.2679	2.9363	-0.1521	0.3256	0.0506	0.2192
Si	1.8573	7.128	-0.3263	0.0263	-0.0482	-0.0876
Si	5.3694	-0.4406	0.0568	-0.3058	0.0783	0.0454
Si	5.2635	2.8073	0.0877	0.1852	-0.1828	0.1089
Si	5.4292	7.0416	-0.1735	0.1245	-0.1729	-0.2597
Si	-0.3914	-0.6088	0.9935	0.0234	-0.1022	-0.5368
Si	-0.6431	3.485	1.1007	-0.0391	0.2004	-0.3555
Si	-0.2288	7.2746	1.005	0.2023	-0.152	-0.1931
Si	3.4051	-0.7438	1.3159	0.1401	0.0586	-0.4037
Si	3.2608	3.2918	1.1905	-0.164	0.0613	-0.2803
Si	3.5654	7.0749	1.2646	-0.0009	0.0644	0.0061
Si	7.3572	-0.7901	1.2731	0.0225	0.0875	-0.2095
Si	7.2273	3.2653	1.3139	-0.105	0.1792	-0.4171
Si	7.512	7.1114	0.9718	-0.0905	0.0469	-0.2364
Si	-0.5195	1.3861	2.4094	-0.064	0.0096	-0.0656
Si	-0.3693	5.3393	2.4804	0.0766	0.0757	-0.1121
Si	-0.3435	9.1069	2.505	-0.1476	0.1753	-0.1679
Si	3.3766	1.3124	2.5305	-0.0348	0.0171	0.3789
Si	3.4486	5.1685	2.5939	0.0611	-0.2606	-0.0341
Si	3.4412	8.9551	2.6446	-0.0288	0.2105	0.0464
Si	7.3598	1.251	2.5367	-0.0292	-0.035	0.1568
Si	7.3392	5.2548	2.5118	-0.0721	-0.0548	-0.0697
Si	7.3596	8.903	2.5684	0.0849	-0.0171	-0.01
Si	-2.3453	1.3201	3.928	-0.0708	-0.0488	-0.1457
Si	-2.32	5.2431	3.8587	-0.0099	0.0859	-0.0056
Si	9.294	9.0302	3.9069	-0.0098	-0.0199	-0.0192
Si	1.4196	1.3509	3.8879	0.2176	0.0211	-0.3101
Si	1.5067	5.1971	3.9203	-0.0121	0.1291	0.0504
Si	1.5117	9.0498	3.9865	0.0194	-0.1486	0.0269
Si	5.3762	1.3019	3.8766	-0.0782	0.0204	-0.3699
Si	5.4142	5.1663	3.898	0.0468	0.1953	-0.0146
Si	5.4182	9.0058	3.9324	0.0025	-0.1635	0.0071
Si	9.2292	10.9793	5.2662	0.0564	-0.012	-0.0289
Si	9.2387	3.3009	5.2534	0.0534	0.0169	-0.0616
Si	9.254	7.1031	5.2962	0.0578	-0.1026	-0.0094
Si	1.4965	11.0291	5.2941	-0.0457	0.1235	0.0198
Si	1.4792	3.2636	5.2898	0.0128	-0.0579	0.0637
Si	1.5226	7.0887	5.3283	-0.0643	-0.0317	0.0106
Si	5.3991	10.987	5.2459	0.0164	0.1758	-0.0155
Si	5.4056	3.2233	5.2471	0.0702	-0.155	0.0512
Si	5.4013	7.0748	5.2682	-0.1209	-0.0034	0.024
Si	-0.4579	11.0145	6.6337	-0.1405	-0.0759	-0.0394
Si	-0.461	3.2857	6.664	0.0292	-0.0045	-0.0408
Si	-0.4264	7.0726	6.6628	-0.0619	0.0188	-0.0641
Si	3.4862	11.0095	6.632	0.1213	-0.071	-0.0657
Si	3.475	3.2185	6.6212	0.0142	0.0101	-0.0549
Si	3.5016	7.0576	6.6443	0.1318	0.0815	-0.0282
Si	7.2973	11.0202	6.652	-0.0082	-0.0515	0.0684
Si	7.3093	3.2517	6.66	-0.0641	0.0377	0.061
Si	7.2985	7.067	6.6527	-0.0583	0.0524	0.0478
Si	-0.5558	1.3464	8.0151	0.1915	0.0181	-0.0571
Si	-0.4299	5.179	8.0785	-0.0398	-0.0469	0.1949
Si	-0.4345	9.0512	7.9138	0.041	-0.01	0.1113
Si	3.4704	1.3212	8.0524	0.0011	0.2097	0.0626
Si	3.5839	5.1219	8.0158	-0.2266	-0.0432	-0.0237
Si	3.5422	9.0289	7.9196	-0.1215	-0.0603	0.0483
Si	7.3474	1.3471	8.0932	-0.1031	0.0721	-0.0031
Si	7.1904	5.1538	8.0841	0.2044	-0.0376	0.0354
Si	7.2708	9.0412	7.9374	-0.0119	-0.0259	0.0699
Si	9.225	1.4231	9.5796	-0.1351	-0.039	0.2076
Si	9.1339	5.191	9.3972	-0.0318	-0.0269	-0.28
Si	9.2109	9.1306	9.2426	-0.1103	0.0426	-0.3372
Si	1.4107	1.2969	9.2687	-0.0971	-0.0236	-0.1778
Si	1.6493	5.1379	9.2989	0.1224	-0.0488	-0.218
Si	1.5655	9.0295	9.1541	0.0241	0.0304	-0.4037
Si	5.4248	1.397	9.4946	0.0736	-0.0124	0.0141
Si	5.3384	5.0514	9.6571	0.0581	0.1358	0.3052
Si	5.406	8.939	9.3975	0.1469	0.01	0.1118
Si	9.2581	10.9226	10.7561	-0.0767	-0.1078	0.3167
Si	9.0862	3.4797	11.0177	0.0556	0.1552	0.2149
Si	9.1835	7.2166	10.5426	-0.2117	0.0657	0.3515
Si	1.4939	10.8957	10.5176	-0.1914	-0.0598	0.1342
Si	1.4921	3.1987	10.6099	-0.0037	0.0222	-0.0969
Si	1.7288	7.1553	10.4967	0.3221	0.0626	0.1711
Si	5.4119	10.9555	10.6328	0.1131	-0.1953	0.2836
Si	5.4128	3.1287	11.2582	-0.1951	-0.0031	0.1094
Si	5.4036	7.0591	11.0145	-0.0375	0.0529	0.0913
Si	-0.3247	10.2905	11.8851	0.2538	-0.0618	0.4136
Si	-0.3997	4.0545	11.8436	0.0591	0.2796	0.4717
Si	-0.3169	7.198	11.4826	0.0838	-0.0654	0.8002
Si	3.4004	10.8457	11.8222	0.0525	-0.0585	0.1993
Si	3.2267	2.4105	12.0771	-0.262	-0.2249	0.5019
Si	3.3712	7.6706	12.2154	-0.2561	0.1635	0.2407
Si	7.2693	10.6021	12.0614	-0.0656	0.2298	-0.0367
Si	7.3926	3.5206	13.042	0.0159	-0.3591	-0.3225
Si	7.4998	7.4789	12.2381	0.1694	0.1312	0.1098
Si	13.903	6.2075	14.9169	-0.0826	0.0507	0.4394
Si	9.8799	14.1454	20.0726	-0.0014	-0.1227	-0.3849
Si	6.8559	6.7052	18.2092	0.0445	0.0961	0.1043
Si	1.0787	1.8105	20.7752	-0.0323	-0.071	-0.5049
Si	7.9422	0.7703	14.574	-0.037	-0.0442	0.2698
Si	2.7721	2.8023	18.7651	0.0413	0.0521	0.006
Si	5.3523	9.5772	22.3349	-0.0572	-0.1797	-0.2891
Si	3.5789	11.6526	17.8368	-0.059	-0.0697	-0.0106
Si	7.0269	13.6524	19.7702	0.0505	-0.004	-0.1715
Si	8.3067	4.2993	18.3996	0.2172	0.0141	0.0458
Si	0.7892	8.0751	21.4533	-0.0168	0.2664	-0.6451
Si	2.0129	1.9006	16.3535	0.0566	-0.1085	0.21
Si	9.0438	8.0635	14.7451	0.1247	-0.1168	0.5308
Si	5.5413	12.4419	22.204	0.1023	0.0748	-0.169
Si	1.1591	3.4236	14.1667	0.1638	-0.2302	0.315
Si	11.6663	8.1642	15.9492	0.0479	-0.0628	0.2188
Si	3.9221	4.218	16.6225	-0.132	0.0174	0.2845
Si	5.6588	6.817	20.897	-0.1097	0.024	-0.3763
Si	11.0992	8.82	18.849	-0.0396	0.1817	-0.1012
Si	8.2052	9.1902	17.6197	0.0223	0.0838	0.3634
Si	6.5289	11.8105	17.2467	-0.1539	-0.1326	0.2665
Si	-0.7675	2.698	22.7732	-0.1553	-0.0594	-0.4481
Si	1.7072	-1.1061	19.8978	-0.0351	0.0477	-0.3561
Si	7.7355	6.0176	22.9633	-0.2691	0.0318	-0.2347
Si	3.0346	6.2197	22.432	0.1892	0.0162	-0.2804
Si	6.8396	4.7328	15.9517	0.0019	-0.122	0.5422
Si	10.4142	10.5853	14.5513	0.0977	-0.0412	0.4193
O	8.087	4.0393	16.7859	-0.1755	0.1388	-0.1544
O	9.5481	9.1873	18.5398	-0.0346	-0.048	-0.051
O	-2.2398	2.3579	-0.9724	0.1301	0.227	-0.0715
O	-2.282	-2.5566	-0.9039	-0.0393	-0.2736	0.3118
O	6.5802	6.2297	16.6454	0.0459	-0.1048	-0.1609
O	0.329	-1.3734	19.0493	0.0272	-0.0486	0.0598
O	3.4312	5.6512	15.9979	-0.079	0.0791	-0.2264
O	9.427	0.2096	15.0639	-0.0705	0.0126	-0.0915
O	5.3939	10.9706	21.4961	-0.0022	0.0118	0.1471
O	1.6988	5.6744	-1.0989	-0.0065	0.1158	0.0776
O	6.7532	12.3285	23.2941	0.1565	-0.045	0.2324
O	6.6642	9.4588	23.3221	0.1497	-0.1535	0.4064
O	5.6604	6.4307	19.2971	0.0324	0.0484	0.1738
O	5.3602	8.397	21.2028	-0.0021	0.2451	0.3091
O	5.9935	13.4834	21.0154	-0.143	-0.1356	0.35
O	6.5233	12.8483	18.4728	0.0091	0.0132	-0.0295
O	4.0004	9.6316	23.2968	-0.2744	-0.2198	0.3258
O	3.5553	4.1415	18.2409	0.028	-0.0528	-0.1617
O	-0.1671	8.6628	12.3578	-0.1784	-0.0285	-0.5788
O	7.0623	4.5861	14.3259	0.1229	-0.2662	-0.73
O	7.1189	15.2294	19.3243	0.0126	-0.0646	0.0364
O	5.0117	11.1752	17.217	0.0833	0.0712	-0.0349
O	6.933	0.9478	15.8509	0.1791	-0.0273	-0.2461
O	14.8623	2.8821	15.9531	0.0435	0.0392	-0.1399
O	-0.2462	11.1308	13.3364	-0.072	-0.1796	-0.3137
O	3.0497	6.6877	13.5378	0.2149	0.331	-0.3384
O	8.1411	7.1061	13.7767	-0.1745	0.0764	-0.436
O	11.3743	9.7831	15.6559	-0.2085	0.2126	-0.3076
O	0.7329	2.2478	22.2923	-0.0131	0.1082	0.3169
O	2.1544	2.9419	20.2545	-0.0848	-0.1571	0.1531
O	7.2176	11.3696	13.5177	0.0004	0.0513	-0.1947
O	13.0886	7.528	15.4633	0.0524	-0.1229	-0.1807
O	3.356	9.3292	12.6411	0.0529	-0.1193	-0.3246
O	2.5359	0.3609	16.5816	-0.0477	0.1193	-0.0379
O	3.2614	0.7682	12.5922	0.1538	0.3174	-0.3919
O	1.7909	9.3295	21.04	-0.0444	-0.2118	0.2879
O	7.0215	9.0355	12.4831	0.106	-0.0472	-0.2147
O	7.021	6.986	24.081	0.0346	0.0623	0.0924
O	5.4863	3.9372	16.35	0.1045	0.0442	-0.1457
O	5.3103	1.1837	0.1548	0.0687	0.1457	-0.1133
O	-0.3166	5.6973	12.2865	-0.0692	-0.2153	-0.4425
O	4.3942	6.0223	21.5483	-0.1637	-0.0084	0.1919
O	8.5691	1.5579	20.084	0.0648	0.1158	0.1029
O	8.2328	5.9107	18.6571	-0.1129	-0.0242	-0.0792
O	3.7403	1.4725	18.6629	-0.0154	0.0013	0.0319
O	-0.0222	8.2794	22.858	-0.2612	0.0137	0.5984
O	1.4883	1.3211	-0.1179	-0.1724	-0.0352	-0.2782
O	11.2853	13.3462	19.8917	-0.0333	0.0624	0.1484
O	8.35	8.5352	16.1482	0.0361	-0.104	-0.4343
O	1.4771	2.4893	17.788	0.0944	-0.0429	-0.0535
O	2.9689	10.5028	18.8369	-0.0591	0.0437	0.0679
O	1.7034	0.3216	20.6687	0.0365	0.0923	0.1785
O	-0.2014	3.2893	13.2949	0.0019	0.0976	-0.153
O	2.5484	-0.2835	-1.8894	-0.4335	-0.0425	0.4551
O	8.0461	2.2028	13.7907	-0.0245	0.1725	0.0078
O	11.6788	7.9863	17.5743	-0.0114	-0.0566	-0.1094
O	7.7952	4.5042	-1.6363	0.6712	-0.0203	0.3227
O	-0.2935	7.9312	20.2151	0.0924	-0.0849	0.264
O	9.9588	14.8896	21.5237	0.0731	-0.0044	0.3155
O	7.0658	8.3036	18.3561	0.0123	-0.1222	-0.0732
O	2.7123	4.7684	23.08	-0.0269	-0.0167	0.1973
O	7.1545	6.4471	21.4868	0.2266	-0.0881	0.3559
O	9.7279	3.6552	18.8698	-0.0475	-0.0508	0.0948
O	7.6656	10.7002	17.538	0.0286	0.0273	-0.1147
O	-3.0132	-0.1349	-1.4521	0.1548	0.0835	0.1098
O	10.4425	7.3297	15.2258	-0.1053	0.0678	-0.24
O	0.9141	2.1548	15.2066	-0.0148	0.2128	-0.2433
O	5.5105	3.0657	-1.5403	0.015	0.1243	0.1188
O	2.5836	3.234	13.3672	0.0831	-0.1131	-0.0821
O	1.2714	4.9408	14.7787	-0.1121	-0.0142	-0.0736
O	9.3837	9.4507	13.9509	-0.0016	0.0107	-0.0517
O	1.7688	6.7712	21.5532	0.0193	-0.132	0.167

Results
free energy: -115330.162 eV
free energy less fixed offsets of O -569.03, Si -635.61 eV per atom: 6.368 eV
pressure: -0.33 GPa
stress xx, yy, zz, yz, xz, xy (GPa, positive in tension): 0.25, -0.04, 0.79, -0.13, -0.13, -0.82

The program warned: the cutoff lies below the one the program advises for these potential files.
